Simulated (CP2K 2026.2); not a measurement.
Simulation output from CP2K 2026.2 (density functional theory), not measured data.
Periodic cell of 504 atoms, Si360O144, from a study of silicon, its oxide and their interface. The atomic structure is a simulated model.
Doubt: the forces sum to 1.31 eV/angstrom along one axis rather than to zero, so they err by at least 0.0026 eV/angstrom per atom on average; the grid cutoff is modest.

Settings
functional: PBE
method: Gaussian and plane waves
basis set: DZVP-MOLOPT-SR-GTH
pseudopotentials: GTH-PBE
grid cutoff: 300 Ry, relative cutoff 40 Ry
k points: Gamma only
occupations: fixed
spin: none
net charge: 0

Cell vectors (angstrom)
a	16.32	0	0
b	0	16.32	0
c	-4.8864	-5.3393	33.4001

Atoms and the computed forces on them: element, x, y, z (angstrom), force x, y, z (eV/angstrom)
Si	1.58	-1.671	0.211	-0.09	0.147	0.746
Si	3.819	1.607	0.196	0.088	-0.145	0.658
Si	1.51	3.746	0.077	-0.082	0.243	0.63
Si	4.34	6.618	0.333	-0.177	-0.03	0.675
Si	1.195	-6.717	0.319	0.258	-0.176	0.695
Si	3.84	-3.885	0.005	0.274	-0.161	0.666
Si	7.071	-1.415	-0.237	-0.402	0.251	0.66
Si	9.908	1.373	-0.006	-0.238	-0.058	0.65
Si	6.473	4.347	0.144	0.163	-0.137	0.758
Si	9.206	7.043	0.022	0.248	-0.21	0.694
Si	6.887	9.154	0.19	-0.102	0.276	0.729
Si	-7.188	-3.866	-0.094	0.365	-0.159	0.701
Si	-4.256	-0.939	-0.225	0.07	-0.276	0.69
Si	-1.511	1.561	0.218	0.117	-0.135	0.757
Si	-3.71	3.786	0.122	-0.087	0.251	0.756
Si	-1.542	7.235	0.059	0.147	-0.301	0.711
Si	-3.963	-7.06	0.014	-0.109	0.179	0.646
Si	-1.075	-4.481	0.01	-0.355	0.391	0.605
Si	2.692	-0.015	1.447	-0.012	0.001	-0.048
Si	5.376	2.771	1.466	-0.018	0.01	-0.047
Si	2.618	5.425	1.349	-0.006	-0.007	-0.066
Si	5.525	8.047	1.712	0.025	-0.014	-0.02
Si	2.842	-5.501	1.408	0.007	0.024	-0.04
Si	5.469	-2.62	1.157	0.054	0.02	-0.035
Si	8.205	0.144	1.143	0.016	-0.006	-0.049
Si	-5.294	2.737	1.485	0.007	0.001	-0.042
Si	8.153	5.431	1.377	-0.01	-0.026	-0.071
Si	-5.492	8.119	1.347	-0.017	-0.003	-0.044
Si	8.058	-5.436	1.295	0.018	-0.006	-0.038
Si	-5.43	-2.671	1.03	-0.027	0.024	-0.065
Si	-2.752	-0.025	1.368	-0.01	-0.007	-0.064
Si	0.034	2.69	1.528	-0.006	0.003	-0.037
Si	-2.608	5.489	1.276	0.007	0.018	-0.039
Si	-0.092	8.205	1.622	-0.036	-0.03	-0.018
Si	-2.772	-5.472	1.296	-0.009	0.002	-0.072
Si	-0.06	-2.812	1.373	-0.002	-0.03	-0.051
Si	1.349	1.299	2.844	0	-0.009	0.032
Si	3.999	4.114	2.797	-0.01	0.026	0.054
Si	1.328	6.776	2.787	0.041	-0.025	0.021
Si	4.125	9.508	2.844	-0.027	0.008	0.025
Si	1.373	-4.143	2.732	0.003	-0.021	0.03
Si	4.147	-1.358	2.682	0	-0.023	0.039
Si	6.837	1.375	2.65	0.002	-0.008	-0.001
Si	9.55	4.082	2.709	-0.008	0.018	0.014
Si	6.915	6.705	2.937	0.016	-0.033	0.047
Si	9.494	-6.764	2.666	-0.006	-0.007	0.002
Si	6.739	-4.026	2.628	-0.028	0.014	0.003
Si	-6.786	-1.32	2.513	0.025	0.018	0.037
Si	-4.018	1.329	2.819	0.003	-0.009	0.05
Si	-1.315	4.152	2.758	-0.026	-0.004	0.03
Si	-4.079	6.762	2.67	0.02	-0.003	0.013
Si	-1.471	-6.73	2.845	0.004	0.037	0.049
Si	-4.119	-4.006	2.541	-0.05	-0.009	0.017
Si	-1.391	-1.403	2.695	0.035	0.016	0.023
Si	-0.044	-0.06	4.114	-0.005	0.015	0.019
Si	2.706	2.704	4.155	0.002	0.015	-0.009
Si	0.008	5.446	4.176	-0.013	-0.004	0.008
Si	2.707	8.148	4.127	-0.014	0.003	0.004
Si	-0.013	-5.425	4.137	-0.013	0.002	0.008
Si	2.748	-2.728	4.041	-0.014	0.017	-0.017
Si	5.491	0.007	4.041	-0.007	0.004	0.011
Si	8.175	2.713	4.051	-0.009	0.005	0.009
Si	5.423	5.399	4.178	-0.009	0.012	-0.005
Si	8.236	-8.126	4.141	-0.004	0.002	0.001
Si	5.466	-5.381	4.102	0.023	0.017	0.014
Si	8.175	-2.68	3.945	0.01	0.009	-0.019
Si	-5.468	-0.038	4.041	-0.011	-0.015	-0.016
Si	-2.671	2.746	4.108	0.011	0	0.002
Si	-5.419	5.435	4.078	0.016	-0.001	-0.005
Si	-2.797	8.147	4.106	0.017	-0.01	-0.001
Si	-5.446	-5.383	3.978	0.015	0.005	-0.009
Si	-2.769	-2.738	4.027	0.008	-0.02	0.002
Si	1.37	-1.371	16.29	-0.019	-0.003	-0.017
Si	4.091	1.374	16.277	0.007	0.008	-0.008
Si	1.385	4.124	16.253	0.01	0.004	-0.016
Si	4.109	6.856	16.292	0.005	0.003	-0.001
Si	1.357	-6.789	16.305	-0.004	0.004	-0.002
Si	4.083	-4.099	16.33	-0.005	0.008	-0.008
Si	6.842	-1.373	16.302	0.008	0.013	-0.024
Si	-6.812	1.335	16.322	-0.018	0.011	-0.014
Si	6.855	4.117	16.299	0.003	0.005	-0.004
Si	-6.811	6.803	16.362	0	-0.01	0
Si	6.813	-6.775	16.376	0.011	-0.001	0.003
Si	-6.816	-4.079	16.383	-0.006	-0.006	-0.005
Si	-4.122	-1.385	16.367	-0.014	0.005	-0.005
Si	-1.406	1.357	16.286	-0.002	-0.031	-0.009
Si	-4.09	4.05	16.319	0.02	-0.009	-0.006
Si	-1.365	6.83	16.283	0.013	-0.007	-0.022
Si	-4.087	9.515	16.36	0.001	-0.005	-0.003
Si	-1.386	-4.091	16.343	-0.002	0.003	0
Si	2.74	-0.004	17.626	-0.001	0.002	0.013
Si	5.472	2.757	17.585	-0.009	-0.011	-0.007
Si	2.716	5.527	17.611	-0.009	-0.003	0.011
Si	5.463	8.17	17.72	-0.02	-0.002	-0.003
Si	2.724	-5.473	17.691	0.004	-0.012	0.019
Si	5.472	-2.719	17.636	0.027	-0.003	-0.018
Si	8.209	-0.067	17.708	0.007	-0.013	0.014
Si	-5.471	2.69	17.683	0.002	-0.02	0.008
Si	8.172	5.446	17.759	-0.013	-0.014	-0.003
Si	-5.448	8.152	17.724	-0.002	-0.02	0.022
Si	8.156	-5.42	17.782	-0.008	-0.007	0.019
Si	-5.478	-2.736	17.783	-0.01	0.014	0.001
Si	-2.793	0.032	17.68	0.024	0.028	0.006
Si	0.03	2.719	17.541	-0.015	0.01	-0.014
Si	-2.714	5.45	17.612	-0.001	0.011	0.004
Si	-0.028	-8.121	17.658	-0.01	-0.02	-0.011
Si	-2.746	-5.441	17.74	0.004	0.011	0.002
Si	0.009	-2.724	17.648	0.015	0.014	-0.015
Si	1.392	1.413	18.917	-0.006	-0.003	-0.042
Si	4.155	4.202	18.883	0.01	0.021	-0.049
Si	1.341	6.866	19.004	0.024	0.005	-0.015
Si	4.076	-6.832	19.092	-0.005	-0.006	-0.013
Si	1.349	-4.106	19.015	-0.032	0.022	-0.028
Si	4.123	-1.364	18.965	-0.013	0.009	-0.023
Si	6.8	1.346	18.912	-0.014	0.019	-0.051
Si	-6.754	4.062	19.091	-0.011	0.02	-0.005
Si	6.817	6.835	19.124	-0.005	0.004	-0.009
Si	-6.779	9.517	19.13	0.023	0.015	-0.024
Si	6.752	-4.023	19.107	0.013	-0.009	-0.013
Si	9.501	-1.413	19.229	-0.004	0.021	-0.005
Si	-4.227	1.295	19.105	-0.021	-0.059	-0.018
Si	-1.306	4.074	18.871	0.018	0.002	-0.02
Si	-4.077	6.739	19.031	-0.007	-0.006	-0.035
Si	-1.385	-6.818	19.082	0.031	-0.024	0.008
Si	-4.115	-4.11	19.135	-0.032	-0.019	-0.009
Si	-1.34	-1.297	18.935	0.001	0	-0.031
Si	0.032	0.101	20.274	-0.004	0.001	0.067
Si	2.787	2.835	20.134	-0.005	0.018	0.067
Si	0.018	5.412	20.271	0.009	-0.012	0.037
Si	2.674	8.161	20.473	-0.011	0.003	0.04
Si	-0.004	-5.481	20.432	0.026	0.002	0.056
Si	2.804	-2.747	20.293	0.024	-0.028	0.064
Si	5.431	0.039	20.296	0.024	-0.008	0.063
Si	8.167	2.627	20.298	-0.003	-0.009	0.048
Si	5.401	5.494	20.43	-0.023	0.02	0.039
Si	8.183	8.16	20.523	0.001	-0.016	0.03
Si	5.384	-5.4	20.432	-0.02	-0.017	0.04
Si	8.05	-2.725	20.609	0.015	0.011	0.049
Si	-5.474	-0.099	20.706	0.039	0.007	0.041
Si	-2.754	2.775	20.141	0.007	-0.001	0.003
Si	-5.366	5.379	20.493	0.013	-0.001	0.051
Si	-2.733	-8.226	20.403	-0.018	-0.005	0.054
Si	-5.43	-5.477	20.585	0.004	-0.013	0.059
Si	-2.67	-2.681	20.292	0.003	0.039	0.031
Si	1.249	-1.502	21.444	0.224	0.315	-0.582
Si	4.316	1.723	21.456	-0.111	-0.175	-0.718
Si	1.63	4.278	21.527	-0.084	0.035	-0.647
Si	3.752	6.551	21.811	0.203	0.106	-0.673
Si	1.551	-6.559	21.814	-0.109	-0.207	-0.727
Si	3.774	-4.299	21.785	0.198	0.093	-0.766
Si	6.809	-1.055	21.827	-0.004	-0.275	-0.687
Si	-7.209	1.098	21.83	0.253	-0.011	-0.716
Si	6.617	3.828	21.53	0.094	0.237	-0.732
Si	-6.498	6.977	21.782	-0.186	-0.092	-0.748
Si	6.94	-6.549	21.735	-0.065	-0.202	-0.694
Si	9.208	-4.387	21.866	0.099	0.181	-0.749
Si	-3.59	-1.193	21.849	-0.55	-0.273	-0.537
Si	-1.628	1.276	21.447	0.355	0.078	-0.713
Si	-3.674	4.222	21.717	-0.246	-0.037	-0.672
Si	-1.526	6.497	21.626	0.065	0.146	-0.711
Si	-4.251	-7.147	21.842	0.093	0.213	-0.722
Si	-1.044	-3.738	21.575	-0.337	-0.42	-0.635
Si	7.11	-7.593	-7.156	0.001	0.044	0.073
Si	-5.489	2.601	-5.01	-0.107	-0.002	0.008
Si	4.81	-7.852	-1.867	-0.017	0.052	0.043
Si	0.847	0.551	-6.97	0.016	-0.043	0.066
Si	6.931	-4.21	25.931	-0.05	0.025	0.02
Si	3.006	-0.825	25.901	-0.072	-0.096	-0.04
Si	-0.882	1.019	-2.73	-0.004	0.065	0.061
Si	0.334	-2.333	-6.362	0.053	0.126	0.008
Si	0.373	6.428	-4.402	0.008	-0.065	-0.022
Si	-0.108	8.127	23.965	-0.083	0.057	-0.076
Si	-2.876	-6.859	24.704	-0.011	-0.082	-0.051
Si	-6.584	-3.633	24.855	-0.025	-0.003	0.007
Si	2.333	3.108	-6.577	-0.062	0.021	0.084
Si	0.291	-8.095	-2.043	-0.063	-0.034	0.101
Si	3.595	1.847	24.338	0.054	-0.066	-0.27
Si	-6.281	8.038	-7.015	-0.016	0.126	-0.038
Si	-1.444	4.25	25.868	-0.073	0.02	-0.148
Si	-2.647	-2.77	-5.517	0.03	0.027	0.074
Si	-7.182	-0.748	25.908	-0.116	0.034	0.019
Si	0.649	3.662	-2.845	-0.068	0.061	0.194
Si	7.861	5.664	23.678	0.004	-0.064	-0.063
Si	8.049	5.073	-4.356	0.062	0.035	0.005
Si	3.537	3.425	-3.782	0.005	0.126	-0.042
Si	-5.272	-1.731	-6.902	0.064	-0.139	0.016
Si	-2.332	5.427	-4.778	-0.001	-0.029	0.03
Si	0.012	2.488	23.635	0.005	-0.069	-0.118
Si	4.117	0.788	-2.638	0.022	0.023	0.07
Si	-5.96	-1.489	-4.027	-0.061	-0.092	-0.04
Si	-2.71	-5.637	-4.777	-0.075	0.055	0.045
Si	-6.826	-4.336	-3.135	-0.132	0.112	0.078
Si	-8.091	2.997	-2.095	0.033	0.142	0.176
Si	-6.664	2.042	24.763	-0.002	-0.017	-0.077
Si	5.062	-2.489	24.07	-0.166	0.06	-0.146
Si	-4.249	4.301	-2.893	0.068	-0.05	0.054
Si	5.647	7.899	23.805	-0.115	0.033	-0.045
Si	-1.863	-2.382	23.955	-0.058	0.075	-0.182
Si	0.712	-0.545	24.145	-0.11	-0.092	-0.022
Si	6.345	-0.984	-3.333	0.211	0.061	0.072
Si	6.602	-3.981	-4.322	0.122	-0.017	-0.038
Si	-0.607	-5.189	-2.743	0.033	-0.001	0.12
Si	7.853	3.978	26.185	-0.035	-0.093	-0.07
Si	0.737	6.225	26.221	-0.078	-0.137	-0.046
Si	-4.801	5.385	-6.299	0.137	-0.06	-0.111
Si	1.438	-0.73	-2.638	0.036	-0.117	-0.027
Si	4.434	7.381	-6.154	0.127	0.033	-0.185
Si	4.228	-5.185	-2.909	-0.173	0.065	0.079
Si	-7.85	0.763	-3.934	0.107	0.135	-0.201
Si	-4.952	-6.701	-2.939	-0.007	-0.053	0.188
Si	1.784	-3.566	-3.88	-0.107	-0.002	0.017
Si	-3.935	3.055	24.644	0.136	0.044	-0.024
Si	5.144	5.98	-3.566	0.057	-0.004	0.134
Si	1.97	6.074	-7.077	0.05	-0.062	-0.01
Si	-3.134	-0.915	-3.16	0.103	-0.118	0.146
Si	-6.228	6.699	-2.996	-0.091	0.119	0.195
Si	1.374	-1.39	5.429	-0.004	-0.019	0.005
Si	4.119	1.343	5.441	0.004	-0.007	-0.002
Si	1.354	4.065	5.51	0.02	-0.009	0.017
Si	4.081	6.808	5.491	-0.003	-0.005	0.009
Si	1.337	9.508	5.474	-0.005	0.006	0.007
Si	4.08	-4.061	5.451	-0.018	-0.012	0.012
Si	6.838	-1.359	5.39	0.01	-0.003	0.007
Si	9.519	1.341	5.415	0.003	0.004	0.004
Si	6.809	4.027	5.467	0.006	0.004	0.01
Si	-6.741	6.812	5.468	-0.012	0.009	0.012
Si	6.825	-6.768	5.445	-0.009	0.006	0.012
Si	-6.81	-4.044	5.356	-0.004	0.006	0.014
Si	-4.106	-1.378	5.412	0.006	0.007	0.012
Si	-1.351	1.355	5.467	0.001	0.013	0.008
Si	-4.073	4.074	5.449	0.005	0.001	0.01
Si	-1.39	6.82	5.469	-0.001	0.007	0.009
Si	-4.133	-6.765	5.414	-0.001	0.003	-0.003
Si	-1.39	-4.052	5.437	0.009	0.002	0.023
Si	2.731	-0.012	6.785	0.003	0.006	-0.009
Si	5.456	2.687	6.834	0.005	-0.006	0.003
Si	2.723	5.439	6.841	-0.006	-0.006	0.003
Si	5.454	-8.132	6.806	-0.007	0.009	0.004
Si	2.718	-5.435	6.802	-0.006	0	0.005
Si	5.462	-2.7	6.779	-0.001	0.005	0.002
Si	8.165	-0.007	6.79	-0.002	-0.006	-0.004
Si	-5.444	2.706	6.786	0.002	-0.004	0.003
Si	-8.146	5.438	6.784	-0.002	0.003	-0.006
Si	-5.429	-8.131	6.828	0.002	0	0.005
Si	-8.137	-5.402	6.778	0.004	-0.006	-0.003
Si	-5.454	-2.731	6.775	-0.001	-0.003	0.001
Si	-2.744	-0.008	6.784	-0.002	0.015	-0.004
Si	-0.001	2.699	6.848	0.004	-0.008	0.003
Si	-2.729	5.44	6.821	-0.003	-0.002	0.003
Si	-0.022	8.161	6.835	0.004	0.001	0.007
Si	-2.738	-5.437	6.782	0.006	0.002	-0.005
Si	-0.008	-2.716	6.799	-0.006	0.004	0.005
Si	1.379	1.341	8.172	0.002	0.019	0.002
Si	4.094	4.07	8.176	0.006	0.001	-0.003
Si	1.35	6.8	8.184	-0.002	0.003	-0.004
Si	4.084	-6.785	8.165	-0.001	-0.007	0
Si	1.35	-4.079	8.16	-0.014	-0.004	-0.002
Si	4.093	-1.359	8.153	0.002	0.005	-0.004
Si	6.814	1.335	8.18	-0.014	0.002	0.004
Si	-6.794	4.077	8.151	-0.007	-0.009	-0.014
Si	6.813	6.805	8.147	0.003	0.008	-0.004
Si	-6.804	-6.776	8.162	-0.001	0	0.001
Si	6.81	-4.064	8.147	0.001	0.001	-0.004
Si	-6.796	-1.366	8.149	-0.004	0.003	0.005
Si	-4.09	1.352	8.156	0.001	-0.008	0.003
Si	-1.368	4.076	8.18	-0.001	-0.01	-0.002
Si	-4.075	6.815	8.178	0.022	0.017	0.001
Si	-1.381	-6.784	8.167	-0.001	-0.012	0.005
Si	-4.094	-4.082	8.148	-0.001	-0.005	-0.007
Si	-1.366	-1.351	8.152	0.016	0.004	-0.009
Si	0	-0.006	9.524	-0.002	0.011	-0.005
Si	2.728	2.712	9.531	-0.003	-0.014	-0.002
Si	-0.007	5.438	9.539	0.003	-0.004	0
Si	2.722	-8.15	9.521	-0.005	0.001	-0.001
Si	-0.01	-5.432	9.523	-0.002	0.003	0
Si	2.721	-2.717	9.511	0.004	-0.003	-0.008
Si	5.442	-0.01	9.535	0.002	-0.003	0.003
Si	-8.15	2.719	9.518	-0.003	0	-0.002
Si	5.455	5.447	9.515	-0.003	-0.004	-0.004
Si	-8.158	-8.151	9.513	-0.013	0.009	-0.001
Si	5.45	-5.424	9.514	-0.001	0.002	-0.002
Si	-8.154	-2.717	9.52	-0.002	0.006	-0.005
Si	-5.443	-0.008	9.517	0.002	0.003	0
Si	-2.732	2.712	9.524	0.002	0.008	-0.005
Si	-5.444	5.444	9.519	-0.001	0.007	-0.007
Si	-2.723	-8.148	9.539	0.012	-0.007	0.004
Si	-5.44	-5.434	9.528	0.002	-0.011	0.002
Si	-2.726	-2.72	9.504	0.004	0.002	-0.006
Si	1.36	-1.365	10.884	-0.007	0.003	0
Si	4.084	1.356	10.893	0.005	0.015	-0.001
Si	1.364	4.077	10.884	0.007	-0.006	0.001
Si	4.09	-9.512	10.871	0	-0.001	0
Si	1.359	-6.789	10.876	-0.005	-0.004	0.002
Si	4.084	-4.07	10.874	-0.008	0.004	0
Si	6.807	-1.366	10.887	-0.011	-0.002	0.001
Si	-6.797	1.356	10.879	0.002	-0.001	0.002
Si	-9.505	4.088	10.875	-0.002	-0.003	-0.002
Si	-6.8	-9.51	10.879	0.001	0	0.001
Si	-9.515	-6.792	10.873	-0.002	-0.009	0.003
Si	-6.8	-4.078	10.887	-0.005	0	-0.002
Si	-4.081	-1.368	10.875	0.005	0.003	-0.005
Si	-1.364	1.355	10.88	0.01	0.007	0.001
Si	-4.086	4.081	10.88	0.011	-0.009	-0.004
Si	-1.364	6.809	10.892	-0.004	0.008	0.001
Si	-4.09	-6.795	10.896	0.005	-0.004	0.003
Si	-1.373	-4.073	10.879	0.006	0.001	-0.005
Si	2.72	-0.006	12.25	-0.002	0.002	0.006
Si	5.454	2.727	12.23	-0.006	-0.008	0.003
Si	2.732	5.447	12.229	-0.004	-0.003	0.004
Si	5.446	-8.148	12.232	-0.003	0.004	0.006
Si	2.721	-5.428	12.234	0.004	0.003	-0.001
Si	5.449	-2.726	12.244	0.009	0.004	0
Si	8.167	-0.003	12.242	-0.006	0.007	0.001
Si	-5.44	2.716	12.238	0	0.004	-0.001
Si	-8.153	5.45	12.244	-0.005	-0.002	0.004
Si	-5.451	-8.155	12.257	0.003	-0.002	0.009
Si	-8.154	-5.446	12.247	-0.009	-0.001	0.005
Si	-5.437	-2.724	12.244	0.003	0.007	0
Si	-2.724	-0.011	12.238	0	-0.003	-0.003
Si	-0.005	2.719	12.235	-0.008	0.004	-0.001
Si	-2.736	5.451	12.241	0.011	0	0.001
Si	0	8.176	12.238	0.011	-0.008	0.003
Si	-2.732	-5.427	12.247	0.007	0	0
Si	-0.009	-2.722	12.242	-0.006	-0.006	-0.001
Si	1.346	1.358	13.598	-0.009	0.008	0.009
Si	4.105	4.096	13.586	0.011	-0.005	-0.005
Si	1.373	6.818	13.579	-0.002	-0.005	0.004
Si	4.091	-6.781	13.589	-0.011	0.003	0.001
Si	1.354	-4.078	13.599	-0.003	0.004	0.002
Si	4.095	-1.364	13.603	0.008	-0.009	0.009
Si	6.809	1.367	13.591	-0.003	0.012	-0.004
Si	-6.79	4.082	13.598	0.008	-0.015	0.008
Si	6.813	-9.494	13.599	-0.009	0	0.009
Si	-6.801	-6.794	13.632	-0.003	-0.005	0.003
Si	6.806	-4.09	13.605	-0.003	0	0
Si	9.526	-1.367	13.601	-0.004	-0.002	-0.002
Si	-4.089	1.344	13.594	0.012	0.002	0.001
Si	-1.366	4.091	13.583	0	0.003	0.002
Si	-4.096	6.801	13.617	0.007	-0.004	0.006
Si	-1.366	9.535	13.595	-0.002	-0.003	0.003
Si	-4.096	-4.084	13.624	0	0.005	0.008
Si	-1.38	-1.377	13.608	0.007	0.006	0.001
Si	-0.02	-0.013	14.955	-0.005	0.005	0.001
Si	2.732	2.733	14.918	-0.003	-0.001	-0.001
Si	-0.003	5.468	14.923	0.002	0.006	-0.005
Si	2.726	8.187	14.938	0.009	-0.004	-0.005
Si	-0.014	-5.429	14.964	0.002	0.004	0
Si	2.735	-2.734	14.952	-0.005	0.004	-0.007
Si	5.467	0	14.954	0.011	0.008	-0.003
Si	8.176	2.717	14.952	-0.007	-0.003	-0.008
Si	5.462	5.465	14.953	-0.001	-0.005	0.008
Si	8.157	-8.148	14.998	-0.009	0.001	0.004
Si	5.453	-5.445	14.975	0.007	-0.003	0.003
Si	8.18	-2.742	14.957	0.002	0.004	-0.002
Si	-5.442	-0.016	14.971	0.001	-0.004	0.001
Si	-2.734	2.726	14.926	0.006	0.001	-0.006
Si	-5.455	5.437	14.987	-0.009	-0.009	0.005
Si	-2.736	8.186	14.952	0.006	0.001	0.001
Si	-5.45	-5.435	15.008	-0.004	-0.002	0.004
Si	-2.747	-2.726	14.99	0.005	-0.01	-0.006
O	7.964	0.014	22.319	0.031	0.029	0.435
O	1.698	-0.982	22.925	0.684	0.199	0.104
O	4.235	-4.485	-1.449	0.066	0.053	-0.206
O	5.479	2.749	21.973	0.177	-0.169	0.659
O	0.949	3.33	22.64	0.054	0.178	0.103
O	-5.403	8.09	22.286	-0.159	-0.023	0.328
O	-6.896	1.74	-4.848	-0.213	0.25	-0.056
O	-7.048	6.219	23.124	0.332	-0.242	0.33
O	-1.531	-3.757	23.141	-0.16	-0.549	0.341
O	-5.278	-4.244	25.551	0.035	-0.217	-0.3
O	-4.334	4.242	-1.296	-0.431	0.167	-0.104
O	1.164	-3.302	-5.353	-0.054	-0.415	-0.465
O	-5.944	-5.602	-3.577	0.009	-0.071	-0.525
O	0.207	-5.482	-0.083	0.037	-0.035	-0.248
O	-3.458	-6.704	23.196	-0.18	0.346	0.022
O	-6.251	-1.743	-5.604	-0.564	-0.046	0.054
O	-7.738	-7.773	-6.441	-0.039	0.162	0.651
O	-2.982	4.178	25.355	-0.19	0.617	-0.096
O	7.208	-0.134	-4.448	-0.368	0.155	-0.591
O	0.676	4.132	-1.284	-0.543	0.14	-0.073
O	3.853	7.671	-0.822	-0.759	-0.096	-0.381
O	4.583	0.953	-1.092	0.595	-0.128	-0.017
O	-3.437	-1.341	-1.602	0.268	-0.411	-0.04
O	-3.334	-4.232	-5.297	-0.223	0.004	-0.01
O	-1.457	-4.376	-1.595	-0.627	0.305	-0.181
O	0.808	-4.433	-2.922	0.072	-0.004	0.31
O	-6.642	6.512	-1.439	-0.015	-0.391	-0.144
O	-0.823	5.717	26.154	-0.564	0.091	0.264
O	8.069	-5.495	22.294	0.013	0.152	0.186
O	0.414	-0.721	-6.039	-0.012	0.083	0.599
O	4.003	-1.846	25.119	0.217	-0.172	0.474
O	-1.294	-5.149	-4.195	0.308	0.397	-0.127
O	-4.796	2.919	-3.571	-0.053	-0.415	0.267
O	-6.469	-3.842	23.256	0.29	0.336	0.154
O	2.657	-5.418	22.247	-0.086	0.01	0.468
O	-6.937	-0.424	-3.311	0.004	-0.124	0.348
O	-0.486	2.539	-3.15	-0.268	0.133	-0.372
O	-7.467	6.452	-4.029	-0.24	0.411	-0.238
O	8.088	-8.142	-0.325	0.097	0.115	-0.26
O	-1.23	6.598	-4.612	-0.227	0.647	-0.223
O	5.836	-1.441	23.091	0.108	0.392	0.288
O	-2.387	-2.056	-4.059	0.291	-0.301	-0.1
O	-5.567	8.154	-3.238	-0.232	-0.12	-0.387
O	4.309	-3.582	23.142	0.043	-0.13	0.217
O	0.915	7.518	-3.345	0.851	0.106	-0.086
O	-2.346	0.505	-3.203	-0.224	0.434	-0.258
O	1.44	-1.084	25.502	-0.39	-0.361	0.642
O	3.359	3.524	-5.394	0.225	0.096	-0.167
O	2.654	5.384	22.212	-0.053	-0.019	0.273
O	1.227	6.65	-5.751	-0.26	0.126	0.048
O	2.709	2.7	-0.338	-0.039	-0.053	-0.552
O	5.379	5.493	-0.292	0.19	-0.166	-0.135
O	3.553	1.306	22.837	-0.36	-0.096	0.052
O	-2.594	5.374	22.169	-0.117	-0.157	0.431
O	8.129	-2.632	-0.43	0.116	-0.118	-0.479
O	3.169	-4.419	-3.879	0.195	-0.171	-0.542
O	4.273	7.268	23.202	-0.192	0.032	0.346
O	-4.543	-0.746	-3.901	0.088	0.559	-0.224
O	2.459	2.952	24.698	-0.215	0.201	-0.699
O	6.214	-3.196	24.923	0.327	0.278	0.166
O	3.354	0.632	25.347	0.185	0.251	0.11
O	-2.736	4.64	-3.414	0.214	-0.274	0.118
O	-2.803	-8.143	-0.405	-0.102	-0.031	-0.283
O	0.153	-0.06	-3.342	-0.208	-0.224	-0.502
O	-7.037	-4.576	-1.549	0.092	-0.24	-0.106
O	-0.479	3.48	24.806	0.342	0.073	-0.116
O	-0.751	7.072	22.928	0.262	-0.318	0.087
O	1.461	-7.572	-1.053	0.558	-0.075	-0.227
O	-5.103	-7.226	-6.683	-0.109	0.388	0.361
O	-5.364	0.235	-0.603	-0.012	0.022	-0.321
O	8.082	4.519	-5.887	0.078	-0.23	0.067
O	6.793	-0.891	-1.76	-0.132	0.127	-0.146
O	2.012	-2.071	-3.309	0.477	0.008	-0.247
O	-1.346	-7.406	24.668	0.147	0.453	0.532
O	6.789	6.829	23.475	0.264	0.237	-0.262
O	-3.863	-7.841	25.566	-0.078	-0.475	-0.16
O	4.329	6.706	-4.727	-0.563	0.32	0.034
O	-5.475	3.074	25.157	-0.311	0.171	0.22
O	-3.531	-6.422	-3.637	0.087	-0.007	0.297
O	5.704	-5.061	-3.541	0.022	-0.411	0.296
O	5.998	7.724	-6.492	0.338	-0.078	0.16
O	7.518	-0.493	25.829	-0.262	-0.139	-0.534
O	3.588	-7.558	-6.148	-0.101	0.32	0.772
O	6.491	5.267	-4.039	-0.134	-0.196	-0.188
O	-7.645	4.014	-3.276	0.352	0.018	-0.063
O	-8.159	-4.332	-4.053	0.006	-0.186	-0.479
O	2.679	-2.776	-0.283	-0.207	0.199	-0.152
O	-0.812	0.964	-1.115	0.161	-0.026	0.021
O	7.382	4.363	22.86	0.092	-0.364	0.153
O	-1.226	-2.786	-6.307	-0.27	-0.414	-0.32
O	3.591	6.325	-7.084	0.171	-0.406	-0.163
O	1.388	1.848	-6.129	-0.255	0.047	0.505
O	-6.88	2.457	-1.157	0.107	0.267	-0.114
O	0.485	4.923	-3.826	-0.162	-0.087	-0.056
O	-4.711	-6.526	-1.339	-0.224	0.47	0.136
O	-1.863	4.373	-5.934	0.569	-0.238	0.103
O	1.612	4.487	-7.08	-0.564	-0.042	-0.027
O	0.823	7.299	25.006	0.428	0.16	-0.028
O	-6.737	-2.04	25.074	0.029	0.324	-0.481
O	0.202	-2.711	21.686	0.039	-0.195	0.203
O	-5.168	5.546	-3.306	0.108	0.011	-0.434
O	-4.012	3.364	23.059	-0.197	-0.12	0.172
O	4.846	-0.426	-3.38	-0.338	-0.361	-0.321
O	5.58	-8.108	25.389	-0.267	-0.28	0.299
O	7.067	3.686	-1.225	-0.149	0.011	-0.209
O	-1.832	-2.792	25.502	0.404	-0.774	0.269
O	0.945	-1.089	-1.15	-0.384	0.143	0.024
O	6.33	-2.521	-3.735	-0.02	0.11	0.194
O	2.101	3.076	-3.167	-0.031	-0.682	0.231
O	1.706	4.917	26.192	0.21	-0.028	-0.203
O	-8.022	2.642	25.395	-0.352	-0.277	0.219
O	3.962	-6.791	-2.756	-0.599	-0.313	-0.597
O	-2.694	0.153	21.908	0.012	0.005	0.079
O	-3.424	1.55	25.011	0.124	-0.373	-0.249
O	7.708	1.669	-2.835	-0.562	-0.245	0.026
O	-2.591	2.675	-0.297	0.065	-0.019	0.013
O	-4.53	1.706	-5.955	0.361	-0.243	0.274
O	4.15	4.772	-3.103	-0.036	-0.014	0.49
O	0.628	1.076	24.143	0.324	-0.028	0
O	-3.681	6.098	-5.36	0.021	0.779	-0.049
O	6.139	-5.604	25.842	-0.356	0.066	-0.325
O	5.934	-6.935	-1.12	0.119	0.509	-0.345
O	5.541	7.228	-2.614	0.601	-0.241	0.294
O	-6.743	1.924	23.151	0.188	0.321	0.058
O	-7.858	-4.403	25.472	0.073	-0.479	0.124
O	-0.652	7.103	-1.314	0.354	-0.504	-0.156
O	-3.742	-2.018	-6.448	0.25	0.1	-0.278
O	4.46	2.154	-3.426	0.67	0.14	-0.222
O	-3.301	-1.841	23.353	-0.45	-0.022	0.588
O	4.995	2.548	24.769	0.338	0.516	-0.353
O	-0.553	-6.775	-2.422	-0.379	-0.101	0.187
O	-6.411	0.556	25.342	0.268	0.079	-0.177
O	-2.584	-6.684	-5.995	0.501	-0.218	-0.016
O	-5.583	4.076	-5.717	-0.494	0.177	-0.321
O	-1.305	2.103	22.802	-0.384	0.146	0.293
O	6.066	-7.074	23.014	-0.257	0.393	0.195
O	0.858	-7.161	23.167	0.19	0.228	0.69
O	7.949	5.27	25.224	-0.002	0.501	0.319
O	-0.748	-1.187	23.858	-0.363	0.363	-0.309
O	2.56	0.412	-2.622	-0.244	0.345	0.326
O	-2.917	-5.406	25.425	0.677	0.13	-0.144
O	6.115	-3.971	-5.86	-0.031	0.564	0.137
O	-6.038	-2.92	-3.285	0.172	0.039	0.374
O	-5.882	6.552	-6.505	-0.027	-0.124	0.287

Results
total energy: -101652.305 eV
total energy less fixed offsets of O -438.25, Si -107.07 eV per atom: 0.895 eV
